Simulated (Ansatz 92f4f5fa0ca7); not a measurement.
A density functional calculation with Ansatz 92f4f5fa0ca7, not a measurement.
Periodic cell of 294 atoms, Si196O98, from a study of silicon, its oxide and their interface. The atomic structure is a simulated model.
Doubt: the cutoff is far below the 930 eV that the study's wrapper takes by default for these files, so forces and energies are approximate.
This geometry differs little from another in the collection (a relaxation step or a small displacement).

Settings: functional PBE; potential files Ansatz PAW; basis plane waves; wave-function cutoff 580 eV; density cutoff ratio 5; exchange-correlation grid ratio 1; k mesh 1 x 1 x 1, Gamma-centred; self-consistency stop 5e-08 eV per atom in the density residual; occupations fixed; spin none; net charge 0.

Cell vectors (angstrom)
a, 11.6015, 0, 0
b, 0, 10.938, 0
c, 0, 0, 41.5456

Atoms and the computed forces on them: element, x, y, z (angstrom), force x, y, z (eV/angstrom)
Si, 0, 0, 0.9665, 0.0032, 0.055, 0.0022
Si, 3.8672, 0, 0.9665, -0.0051, 0.0186, -0.0095
Si, 7.7343, 0, 0.9665, -0.0029, 0.032, 0.0156
Si, 1.9336, 1.3673, 0.9665, 0.0007, -0.0049, -0.0264
Si, 5.8008, 1.3673, 0.9665, -0.0043, -0.0631, 0.0068
Si, 9.6679, 1.3673, 0.9665, 0.003, -0.0594, -0.0144
Si, 0, 5.469, 0.9665, 0.0054, 0.0501, 0.0063
Si, 3.8672, 5.469, 0.9665, 0.0009, 0.033, 0.0034
Si, 7.7343, 5.469, 0.9665, -0.0017, 0.0332, 0.0171
Si, 1.9336, 6.8362, 0.9665, -0.0031, 0.0034, -0.0179
Si, 5.8008, 6.8362, 0.9665, -0.0018, -0.0494, 0.0087
Si, 9.6679, 6.8362, 0.9665, 0.002, -0.0452, 0.0023
Si, 1.9336, 2.7345, 40.5785, -0.0001, 0.0266, -0.0108
Si, 5.8008, 2.7345, 40.5785, 0.003, 0.0369, 0.0187
Si, 9.6679, 2.7345, 40.5785, -0.0025, 0.0729, -0.0115
Si, 0, 4.1018, 40.5785, 0.0031, -0.0439, -0.0075
Si, 3.8672, 4.1018, 40.5785, -0.0116, -0.0287, -0.0014
Si, 7.7343, 4.1018, 40.5785, 0.0014, -0.0014, 0.0174
Si, 1.9336, 8.2035, 40.5785, 0.0026, 0.0085, -0.0007
Si, 5.8008, 8.2035, 40.5785, -0.0018, 0.0329, 0.0136
Si, 9.6679, 8.2035, 40.5785, 0.0002, 0.0371, 0.0006
Si, 0, 9.5708, 40.5785, 0.0054, -0.0579, -0.0096
Si, 3.8672, 9.5708, 40.5785, -0.001, -0.0385, -0.0184
Si, 7.7343, 9.5708, 40.5785, 0.0014, -0.0112, 0.0122
Si, 0, 0, 4.8337, -0.01, 0.0878, 0.1119
Si, 3.8672, 0, 4.8337, 0.0522, 0.0769, -0.2505
Si, 7.7343, 0, 4.8337, 0.0273, 0.0103, 0.0283
Si, 1.9336, 1.3673, 4.8337, -0.028, -0.0097, -0.2538
Si, 5.8008, 1.3673, 4.8337, 0.0371, 0.0054, 0.2889
Si, 9.6679, 1.3673, 4.8337, -0.085, 0.0468, 0.053
Si, 0, 5.469, 4.8337, -0.1257, 0.1525, 0.0803
Si, 3.8672, 5.469, 4.8337, 0.0411, 0.1003, -0.0821
Si, 7.7343, 5.469, 4.8337, -0.0039, 0.0454, 0.1399
Si, 1.9336, 6.8362, 4.8337, 0.0382, -0.0441, -0.2828
Si, 5.8008, 6.8362, 4.8337, 0.0431, -0.0406, 0.1075
Si, 9.6679, 6.8362, 4.8337, -0.0323, 0.061, 0.0474
Si, 1.9336, 2.7345, 2.9001, 0.0123, -0.0507, -0.0475
Si, 5.8008, 2.7345, 2.9001, 0.0023, 0.0913, 0.0306
Si, 9.6679, 2.7345, 2.9001, -0.0059, 0.04, 0
Si, 0, 4.1018, 2.9001, -0.0008, -0.0565, 0.0051
Si, 3.8672, 4.1018, 2.9001, -0.0031, -0.0259, -0.0018
Si, 7.7343, 4.1018, 2.9001, 0.0076, -0.0634, 0.0297
Si, 1.9336, 8.2035, 2.9001, -0.0009, -0.041, -0.0345
Si, 5.8008, 8.2035, 2.9001, -0.0003, 0.079, 0.0311
Si, 9.6679, 8.2035, 2.9001, -0.0179, 0.0555, 0.0195
Si, 0, 9.5708, 2.9001, -0.0101, -0.0513, -0.008
Si, 3.8672, 9.5708, 2.9001, -0.0055, 0.0236, -0.0487
Si, 7.7343, 9.5708, 2.9001, -0.001, -0.0408, -0.0052
Si, 0.2084, -0.0786, 30.8241, 0.0062, 0.0308, 0.018
Si, 5.9096, 1.2904, 30.9755, 0.0118, -0.0176, 0.0082
Si, 3.9346, 0.0295, 30.8308, 0.0061, 0.0034, 0.0153
Si, 1.9759, 1.4532, 30.7931, -0.0216, 0.0189, 0.0007
Si, 5.7785, 2.624, 32.9221, 0.0222, 0.0092, 0.0037
Si, 7.7648, -0.2116, 30.9696, 0.0163, 0.0237, 0.01
Si, 0.2599, 5.2936, 30.859, 0.0063, -0.0073, 0.0248
Si, 3.8506, 5.359, 31.0001, -0.022, -0.0138, -0.0062
Si, 10.0744, 6.5959, 30.1784, 0.0201, 0.004, -0.0062
Si, 2.0472, 6.8415, 31.0152, -0.0051, -0.0023, -0.0055
Si, 5.9841, 6.2462, 31.2852, -0.0136, 0.0791, 0.0879
Si, 7.5445, 6.1469, 28.702, -0.0001, -0.0005, -0.0138
Si, 1.8771, 2.6506, 32.8448, 0.0528, 0.01, -0.0246
Si, 9.7195, 1.118, 30.7729, -0.0167, -0.0259, 0.027
Si, 9.6153, 2.7074, 32.6632, 0.0027, 0.0123, -0.0105
Si, -0.0278, 4.051, 32.8478, -0.0211, 0.0166, -0.011
Si, 3.8143, 3.9596, 32.8871, -0.0518, -0.0234, 0.0052
Si, 7.6177, 4.0748, 32.941, -0.0104, -0.0366, 0.0062
Si, 1.9677, 8.196, 32.9168, -0.0122, 0.0081, -0.0025
Si, 5.8638, 8.1056, 32.8256, 0.0185, -0.0632, -0.0501
Si, 9.696, 8.2459, 32.9043, -0.0196, 0.039, 0.0198
Si, 0.0528, 9.5708, 32.8311, -0.0018, -0.0122, -0.0093
Si, 3.9239, 9.5135, 32.7534, -0.0032, -0.0002, -0.0058
Si, 7.7435, 9.5303, 32.98, -0.003, 0.0022, -0.0023
Si, -0.0363, 0.0056, 34.7614, 0.0052, 0.0065, 0.0026
Si, 3.8646, -0.0781, 34.737, -0.0064, 0.0068, -0.0011
Si, 7.734, 0.0116, 34.8405, -0.006, -0.0013, -0.0151
Si, 1.9274, 1.2983, 34.7668, -0.003, -0.0014, 0.002
Si, 5.7722, 1.2943, 34.8452, 0.0051, -0.0022, -0.0083
Si, 9.641, 1.4049, 34.7006, 0.0035, -0.0126, 0.0009
Si, 0.0095, 5.4326, 34.7754, -0.0018, 0.0021, -0.0017
Si, 3.885, 5.4232, 34.7679, 0.0212, 0.0086, -0.0048
Si, 7.7655, 5.4414, 34.8527, 0.0189, 0.0032, 0.0037
Si, 1.9554, 6.7848, 34.7986, 0.0027, -0.0038, -0.0012
Si, 5.8161, 6.7974, 34.8001, -0.0199, 0.0099, 0.0077
Si, 9.6962, 6.81, 34.7867, 0.0042, -0.0161, 0.0141
Si, 1.9404, 2.7057, 36.6904, -0.0005, -0.0037, 0.0048
Si, 5.7944, 2.7278, 36.7236, -0.0078, 0.0035, 0.0055
Si, 9.678, 2.7194, 36.6878, 0.0047, 0.0072, 0.0104
Si, 0.012, 4.0807, 36.7128, -0.0061, 0.0011, 0.0084
Si, 3.8642, 4.0861, 36.7157, -0.0003, -0.0018, 0.0076
Si, 7.7427, 4.0684, 36.7522, 0.0024, 0.003, -0.0039
Si, 1.9207, 8.1878, 36.7087, 0.001, 0.0033, 0.0043
Si, 5.7955, 8.1925, 36.7124, 0.0078, -0.0112, 0.0018
Si, 9.6736, 8.1954, 36.7137, 0.0016, 0.0001, -0.0022
Si, -0.0135, 9.5702, 36.7002, -0.003, -0.0048, 0.0009
Si, 3.8564, 9.5448, 36.7048, -0.0077, -0.0015, 0.0066
Si, 7.7399, 9.5513, 36.7331, -0.0035, -0.0023, 0.0095
Si, 0, 0, 38.645, 0.0036, 0.011, -0.0404
Si, 3.8672, 0, 38.645, -0.0237, -0.0248, -0.1119
Si, 7.7343, 0, 38.645, 0.0072, 0.0019, 0.0883
Si, 1.9336, 1.3673, 38.645, 0.0123, -0.0676, -0.0422
Si, 5.8008, 1.3673, 38.645, -0.0141, -0.1003, 0.0713
Si, 9.6679, 1.3673, 38.645, 0.0343, -0.0989, -0.1362
Si, 0, 5.469, 38.645, 0.0287, -0.028, -0.0212
Si, 3.8672, 5.469, 38.645, -0.014, 0.0082, -0.042
Si, 7.7343, 5.469, 38.645, 0.0007, 0.007, 0.1607
Si, 1.9336, 6.8362, 38.645, -0.0526, -0.0359, 0.0466
Si, 5.8008, 6.8362, 38.645, 0.0026, -0.0713, 0.025
Si, 9.6679, 6.8362, 38.645, 0.0125, -0.093, 0.0057
Si, 1.8982, 2.8042, 6.6839, -0.0041, 0.0006, 0.0034
Si, 5.8049, 2.75, 6.8068, 0.0005, 0.0035, -0.0051
Si, 9.6304, 2.7374, 6.7832, 0.0006, 0.0039, -0.0044
Si, -0.0487, 4.1142, 6.7704, -0.0013, -0.0058, -0.0087
Si, 3.8752, 4.1041, 6.7521, -0.0011, 0.0024, -0.0039
Si, 7.7102, 4.1497, 6.8191, -0.0046, 0, -0.0058
Si, 1.9395, 8.2276, 6.7112, 0.0043, -0.0033, -0.0089
Si, 5.8211, 8.2028, 6.7873, 0.0004, -0.0039, -0.0049
Si, 9.6702, 8.2059, 6.789, -0.0008, -0.0008, -0.0106
Si, 0.0008, 9.5669, 6.7721, 0.001, -0.0004, -0.0089
Si, 3.8989, 9.5691, 6.7275, -0.0071, -0.002, -0.0001
Si, 7.7251, 9.5927, 6.789, 0.0018, 0.0035, -0.0043
Si, 0.0144, -0.0213, 8.7174, -0.0071, 0.0151, 0.0046
Si, 3.8587, 0.1287, 8.5369, 0.0041, 0.009, 0.0117
Si, 7.6661, 0.05, 8.7197, 0.0074, 0.0144, -0.0069
Si, 1.9025, 1.4133, 8.536, -0.0049, -0.0117, -0.0038
Si, 5.7774, 1.5115, 8.8488, -0.006, -0.0194, -0.0043
Si, 9.6702, 1.3032, 8.6771, 0.0055, -0.0071, 0.0071
Si, 0.0212, 5.4188, 8.7512, 0.0237, 0.0084, -0.0026
Si, 3.899, 5.5086, 8.6509, 0.0155, -0.0055, -0.0018
Si, 7.7341, 5.5357, 8.7911, 0.0029, 0.0036, -0.0027
Si, 1.9271, 6.8033, 8.5635, -0.019, -0.0017, -0.0016
Si, 5.7674, 6.9476, 8.8155, -0.0058, -0.0038, -0.0024
Si, 9.6981, 6.8238, 8.7274, -0.0022, 0.0032, 0.0095
Si, 2.0615, 2.6638, 10.5078, 0.0249, 0.0023, -0.0095
Si, 5.8553, 2.9408, 10.8915, -0.0015, 0.011, 0.0099
Si, 9.7505, 2.6387, 10.6013, 0.0389, -0.0066, 0.0029
Si, 0.0477, 3.9893, 10.7006, -0.044, -0.0118, 0.0071
Si, 3.7855, 4.268, 10.6475, 0.0047, -0.0271, -0.0024
Si, 7.9121, 4.0997, 10.6785, -0.0177, 0.0057, 0.0104
Si, 1.8791, 8.2149, 10.4068, 0.0044, -0.0078, 0.0302
Si, 5.5275, 8.4733, 10.7191, 0.0234, 0.0077, -0.0031
Si, 9.5794, 8.2245, 10.6241, 0.0083, 0.0029, 0.0158
Si, -0.0507, 9.5415, 10.6941, -0.0065, -0.014, -0.0046
Si, 3.574, 9.8469, 10.4779, -0.0131, -0.0052, -0.0116
Si, 6.3503, 12.5746, 12.8947, 0.0192, -0.0064, -0.0118
Si, 0.4226, 0.0558, 12.5564, -0.033, 0.0189, -0.0244
Si, 2.5722, 0.7118, 11.7707, 0.0069, -0.0002, 0.0081
Si, 7.6408, -1.3554, 10.6191, -0.0055, -0.0019, 0.0202
Si, 4.2027, 0.7994, 13.4304, -0.0048, 0.0023, 0.0089
Si, 7.9927, -0.0164, 12.4983, 0.003, 0.0048, -0.0111
Si, 9.9539, 1.3169, 12.5774, -0.0004, -0.0166, -0.0148
Si, -1.9164, 7.0151, 12.6449, 0.0152, -0.0042, -0.0072
Si, 3.0467, 6.8784, 14.841, 0.0106, 0.0005, 0.0033
Si, 8.1199, 5.2599, 12.7531, -0.0014, -0.0006, 0.007
Si, 2.0429, 6.5602, 12.0548, -0.0127, 0.0152, -0.019
Si, 5.6249, 6.7534, 13.4125, 0.0124, -0.0108, -0.0031
Si, 11.596, 5.535, 12.5425, -0.0079, 0.0234, -0.0159
O, 6.487, 5.484, 12.9051, -0.0019, 0.0041, -0.0059
O, 6.5316, 7.6877, 14.3735, -0.0101, -0.0033, -0.0039
O, 0.6581, 10.4776, 14.1225, 0.0078, -0.0095, 0.0271
O, 3.6638, 1.8372, 14.595, -0.007, 0.007, -0.0108
O, 0.2239, 12.0085, 16.305, 0.0044, 0.0052, -0.0041
O, 9.7613, 8.0528, 13.9646, -0.0107, 0.0175, 0.0069
O, 11.7722, 4.9155, 14.0907, 0.0063, -0.0106, 0.0263
O, 7.9271, 10.0135, 13.8952, 0.0049, -0.0046, -0.0043
O, 3.3334, 8.2443, 15.7069, 0.0004, 0.0037, -0.0034
O, 2.2269, 5.714, 15.6453, -0.0039, -0.0028, -0.0059
O, 4.2008, -0.7519, 14.049, 0.0005, -0.0114, 0.0026
O, 8.6199, 4.5016, 14.1407, 0.0002, -0.0177, 0.0023
O, 7.6784, 9.5698, 29.7618, -0.0062, -0.0192, -0.0123
O, 8.8722, 5.7082, 29.5361, 0.0025, 0.0007, 0.012
O, 7.7037, 7.5713, 27.9011, -0.0013, -0.0059, 0.0051
O, 2.1922, 7.8025, 29.6612, 0, 0.0046, 0.005
O, 10.4929, 7.6651, 29.0061, -0.002, -0.0046, 0.0051
O, 0.596, 9.9554, 29.4645, 0.0105, -0.0351, -0.0214
O, 9.5231, 7.4213, 31.474, 0.006, -0.0218, -0.014
O, 7.1668, -5.7326, 31.7961, -0.0044, 0.0149, -0.0191
O, 6.3231, 17.4517, 29.7067, 0.0169, -0.0089, -0.0245
O, 5.9703, 2.2459, 29.5936, 0.0002, 0.0096, -0.0205
O, 0.1792, 2.2621, 27.8791, -0.0253, -0.0036, -0.0097
O, -4.3426, 4.864, 27.7666, 0.003, -0.0059, 0.0064
Si, 7.8001, 3.6623, 26.8024, 0.0023, -0.006, -0.013
Si, 2.468, 7.0698, 19.3143, -0.0046, 0.0017, -0.0023
Si, 10.2328, -2.771, 19.7513, 0.0023, -0.0007, 0.0031
Si, 1.6179, 8.951, 28.6521, 0.0047, 0.0147, -0.0109
Si, 5.3417, -4.6603, 18.1858, 0.0028, 0.0061, -0.0035
Si, -1.535, 4.8491, 22.6273, 0.0083, 0.0032, -0.0025
Si, 6.629, 5.3607, 24.656, -0.0002, -0.0041, -0.0049
Si, 2.0061, 6.4857, 23.6789, -0.0032, -0.002, -0.0026
Si, 1.0486, 2.0026, 20.1568, -0.0049, 0.0014, -0.0012
Si, 8.5204, 2.9791, 14.739, -0.0065, 0.0098, -0.0017
Si, 1.1423, 8.4464, 21.4501, 0.0096, -0.0032, 0.0017
Si, 8.0074, -5.0325, 19.436, 0.0029, -0.0016, 0.0018
Si, 5.5726, 2.0205, 28.0162, -0.0064, -0.0007, 0.0022
Si, 0.6376, 5.256, 15.6189, -0.0072, -0.0031, -0.001
Si, 4.1151, -1.2557, 15.6091, 0.0122, -0.0063, 0.0081
Si, 8.5464, 14.165, 20.715, 0.0008, -0.0027, 0.0012
Si, 5.3203, 3.1819, 18.0671, 0.0021, -0.0038, 0.0053
Si, 4.8822, 3.5115, 23.2763, -0.0027, -0.0021, 0.0045
Si, 0.2614, 7.8442, 17.1845, -0.0063, 0.0011, 0.011
Si, -2.9309, 7.2382, 23.507, 0.0014, 0.003, -0.0018
Si, 3.2113, 4.0084, 28.0784, -0.003, 0.0176, 0.0057
Si, 4.346, 10.1869, 28.6223, -0.0101, 0.0002, -0.012
Si, 0.8525, 2.4158, 17.0179, -0.0039, -0.0017, 0.0133
Si, 9.0827, -0.6515, 26.42, 0.0034, 0.0092, -0.0113
Si, 10.8776, 6.1496, 25.0379, 0.0057, -0.003, -0.0081
Si, 7.1101, 9.0518, 28.313, 0.0026, 0.014, 0.0075
Si, 10.1492, 2.0262, 27.8003, 0.0166, -0.0045, -0.0014
Si, 8.9632, 9.1893, 14.8497, 0.011, -0.0018, -0.0048
Si, 8.536, -0.6835, 23.2456, -0.0014, 0.0019, 0.0025
Si, 3.9108, 5.2319, 25.4497, -0.0178, -0.0059, 0.004
Si, 4.0082, 2.0434, 20.7489, 0.0015, 0.0001, 0.0074
Si, 6.416, 12.2413, 22.1523, -0.0006, -0.0004, 0.0023
Si, 1.2496, 4.9315, 21.309, -0.0027, 0.0055, 0.0133
Si, 11.5865, -0.4034, 15.6165, -0.0069, -0.0006, -0.002
Si, 8.3979, 3.5065, 17.9136, 0.009, -0.0067, -0.0036
Si, 6.5629, 8.1661, 15.9356, 0.0116, 0.0054, 0.0026
Si, 3.6437, 1.5723, 16.1971, 0.0085, -0.004, 0.0026
Si, -0.7682, -0.2732, 21.2741, 0.0001, 0.001, 0.0061
Si, 1.2858, 2.9309, 28.9213, 0.03, -0.0317, 0.03
Si, 10.8593, 7.8137, 27.4251, 0.0092, 0.0075, -0.0107
O, 7.4659, 2.1121, 21.1881, -0.0008, 0.0008, -0.0003
O, 4.3897, 3.0212, 27.5519, 0.0027, -0.0008, 0.0097
O, 4.9666, 0.5256, 27.7906, 0.0004, 0.0022, 0.0043
O, 5.965, 6.9934, 16.8658, -0.0062, -0.0105, 0.0097
O, 5.6335, 9.4851, 16.1791, -0.0109, 0.0064, -0.0057
O, -2.6386, 7.1518, 19.88, 0.0003, -0.0006, -0.002
O, 3.731, 4.6985, 29.4727, -0.0052, -0.011, -0.0129
O, 0.8301, 8.2689, 27.3975, -0.008, -0.0063, 0.006
O, 3.8981, 3.8205, 24.5614, 0.0062, -0.0004, 0.0002
O, -1.2073, 4.7711, 24.2547, 0.0041, 0.005, 0.0028
O, 2.3884, 8.3094, 20.3926, -0.0091, -0.0011, 0.0043
O, 7.6481, 10.0939, 27.1787, 0.0029, 0.0017, 0.0019
O, 0.8615, 6.248, 24.7956, 0.0015, 0.002, -0.0047
O, 5.4593, 5.6253, 25.7698, 0.0048, 0.0021, 0.0041
O, 3.3708, 6.4949, 24.5529, 0.0033, 0.0032, 0.0037
O, 8.3932, -2.2605, 22.8213, 0, 0.0006, 0.0007
O, 10.0626, 7.3969, 24.3513, -0.0011, -0.0015, -0.0005
O, 7.0524, 2.3947, 14.2473, 0.0096, 0.0029, 0.0002
O, 6.8751, 2.333, 27.0797, 0.0085, 0.0062, 0.0056
O, 9.2282, 13.8184, 19.2254, 0.0003, 0.0005, 0.003
O, 0.6047, 9.2555, 16.4257, 0.0033, -0.008, -0.002
O, 11.4728, -3.248, 20.715, 0.0019, 0.0026, 0.0017
O, -1.7879, 0.0169, 22.5046, 0, -0.0011, -0.0003
O, -0.2526, 5.3627, 21.7717, -0.0023, -0.0045, -0.0005
O, 10.009, 8.9892, 26.713, -0.0026, 0.0031, 0.0052
O, 6.9047, 2.9956, 18.281, -0.0046, 0.0035, 0
O, 7.143, -0.004, 22.7592, 0.0028, 0, -0.0003
O, 7.6372, 4.2116, 25.2666, -0.0033, 0.0053, 0.0013
O, 10.619, 8.1349, 18.1781, 0.0059, 0, -0.0056
O, 5.4721, 9.0103, 28.3897, 0.0099, -0.0079, 0.0038
O, -2.8348, -0.5019, 24.8371, -0.0001, -0.0034, -0.0017
O, 4.4224, 6.1783, 14.334, -0.0035, 0.004, -0.0002
O, 0.6499, 2.325, 18.6178, 0.0039, -0.0051, 0.007
O, 8.9306, -4.918, 22.4603, 0.0026, -0.0003, -0.0005
O, 10.6465, 6.365, 26.6499, -0.0007, -0.0018, 0.002
O, 8.749, 3.0239, 16.3781, 0.0047, 0.0029, 0.0002
O, 2.8998, -1.2033, 27.9929, 0.0005, -0.0039, 0.0095
O, 3.0381, 5.0704, 26.8265, 0.0041, 0.0043, -0.0075
O, 1.5769, 7.4119, 18.0133, 0.0091, -0.004, 0.0066
O, 5.9251, 4.8036, 23.2662, 0.0021, 0.0028, 0.0001
O, 1.6478, 7.8488, 22.8733, -0.0001, -0.0066, -0.0083
O, 0.3287, 3.8799, 16.4724, 0.0022, -0.002, -0.0069
O, 5.0065, 4.7455, 17.7381, 0.0008, 0.0055, -0.0028
O, 9.3661, 3.265, 27.0641, -0.0096, 0.0063, 0.0055
O, 7.3981, 6.7774, 24.421, -0.0004, -0.0008, 0.0017
O, 1.8778, 5.6975, 20.0064, 0.0021, 0.0032, 0.0036
O, 1.1384, 3.365, 21.0103, 0.0016, 0.0004, -0.0053
O, 2.4514, 2.4462, 16.8112, -0.0023, -0.0004, -0.0031
O, 9.9847, -0.655, 15.4883, 0.0026, -0.0018, -0.004
O, 6.4878, -4.4701, 19.3199, -0.0008, -0.0014, -0.0046
O, 0.6145, 9.9398, 21.7752, 0.0018, -0.0023, -0.0007
O, 9.5848, 3.428, 21.9794, 0.0051, 0.0053, 0.0015
O, 8.5112, 5.1574, 18.0353, -0.0027, 0.0066, 0.0006
O, -0.2165, 1.1199, 20.6693, 0.0055, 0.0062, -0.0007
O, 8.138, 8.5494, 16.123, -0.0081, -0.0044, 0.004
O, 2.1795, 5.2678, 22.6038, -0.0103, 0.0063, -0.0066
O, 7.8558, 4.6932, 20.5169, 0.002, 0.0007, 0.0004
O, 2.5461, 1.3508, 20.4255, -0.0025, 0.0003, -0.0024
O, 3.9947, 6.9359, 18.7967, 0.0027, -0.0006, -0.0055
O, 4.9996, 2.1585, 16.8488, -0.0001, 0.0026, -0.0022
O, 4.0063, 3.2265, 21.9124, 0, 0.0002, -0.0016
O, 9.9953, -1.2022, 20.1918, -0.0001, -0.0014, -0.0026
O, 4.482, 2.7722, 19.3829, 0.0004, 0.0009, -0.004
O, 5.1029, 0.9144, 21.2285, 0.002, 0.0002, -0.0009
O, 3.439, -0.0414, 16.4818, -0.0004, -0.0008, -0.0071
O, 9.8763, 0.6651, 26.9534, -0.0051, -0.0077, 0.0029
O, 9.5567, 1.9238, 29.322, 0.0016, 0.0178, -0.0197
O, 5.8533, -8.7476, 23.4191, 0.0013, 0.0008, 0.0004
O, 2.2699, -3.583, 13.4928, 0.0016, 0.0054, 0.0039
O, -0.1509, 6.5769, 16.2135, 0.0057, 0.0005, -0.0021
O, 9.7408, 13.06, 14.0429, -0.0067, 0.0172, 0.0153
O, 5.1902, 7.6293, 12.1117, -0.0028, -0.0107, 0.011
O, 14.8234, 5.3875, 11.7863, -0.0028, 0.015, 0.0041
O, 12.084, 15.1025, 29.6598, -0.0089, 0.0083, -0.017

Results
free energy: -180328.485 eV
free energy less fixed offsets of O -568.88, Si -635.61 eV per atom: 1.315 eV

The program warned: the cutoff lies below the one the program advises for these potential files; the exchange-correlation potential is rough where the density is thin.
